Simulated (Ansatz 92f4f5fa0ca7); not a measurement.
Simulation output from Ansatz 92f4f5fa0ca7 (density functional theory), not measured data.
Periodic cell of 220 atoms, Si132O88, from a study of silicon, its oxide and their interface. The atomic structure is a simulated model.
This geometry differs little from another in the collection (a relaxation step or a small displacement).

Settings: functional r2SCAN; potential files Ansatz PAW; basis plane waves; wave-function cutoff 800 eV; density cutoff ratio 5; exchange-correlation grid ratio 1; k mesh 1 x 1 x 1, shifted by 0.5 0.5 0 of a step; self-consistency stop 1e-10 eV per atom in the density residual; occupations fixed; spin none; net charge 0.

Cell vectors (angstrom)
a  10.888  0  0
b  0  10.888  0
c  0  0  31.9804

Atoms: element, x, y, z (angstrom)
Si  0.6314  -0.4246  0.0656
Si  2.8946  2.7582  0.4002
Si  1.0494  5.1499  -0.199
Si  2.3759  8.6812  0.151
Si  4.9673  0.4777  0.1149
Si  7.732  3.1471  -0.157
Si  5.5197  5.3598  0.1362
Si  8.3706  8.1042  -0.1008
Si  1.3796  1.3372  1.4727
Si  4.2139  4.1536  1.6594
Si  1.5743  6.8277  1.3772
Si  4.0061  9.6978  1.4596
Si  6.7794  1.4484  1.2307
Si  9.4006  3.985  1.305
Si  6.8475  6.9085  1.2982
Si  9.689  9.5015  1.257
Si  -0.0941  2.6877  2.7183
Si  2.7042  0.0575  2.9166
Si  0.0389  8.0882  2.7011
Si  2.8096  5.5285  2.8768
Si  5.571  2.7115  2.8454
Si  8.2104  0.0257  2.5469
Si  5.4591  8.2536  2.6659
Si  8.1871  5.497  2.6811
Si  1.3236  4.1005  4.0486
Si  4.1317  1.397  4.1792
Si  1.3485  9.4815  4.1267
Si  4.168  6.8977  4.1471
Si  6.894  4.1215  4.1254
Si  9.4884  1.3272  4.0726
Si  6.8435  9.5904  4.0015
Si  9.5365  6.8053  4.0851
Si  -0.0327  -0.0247  5.4343
Si  2.6966  2.7553  5.4376
Si  -0.0053  5.4384  5.4535
Si  2.7461  8.1844  5.4999
Si  5.4829  -0.0065  5.4657
Si  8.1985  2.719  5.4742
Si  5.4869  5.467  5.4572
Si  8.1638  8.1951  5.3949
Si  1.3477  1.3496  6.7777
Si  4.0664  4.1126  6.7787
Si  1.3637  6.7948  6.8127
Si  4.1048  9.5398  6.8449
Si  6.81  1.3717  6.8231
Si  9.5482  4.072  6.8353
Si  6.8294  6.8268  6.797
Si  9.5023  9.5265  6.7909
Si  0.004  2.6872  8.1729
Si  2.6991  0.0052  8.1665
Si  -0.0218  8.1711  8.136
Si  2.717  5.4294  8.1681
Si  5.4016  2.7305  8.1369
Si  8.1494  -0.0246  8.1645
Si  5.4497  8.1403  8.1784
Si  8.1587  5.4457  8.1632
Si  1.3615  4.0554  9.5162
Si  4.0561  1.37  9.5152
Si  1.3359  9.5051  9.5169
Si  4.078  6.7745  9.5282
Si  6.7546  4.0844  9.4986
Si  9.5138  1.3164  9.5149
Si  6.7972  9.5021  9.5346
Si  9.5006  6.837  9.5035
Si  -0.0441  -0.0574  10.8995
Si  2.7028  2.7037  10.9062
Si  -0.016  5.4654  10.7939
Si  2.7031  8.1286  10.8605
Si  5.4026  -0.033  10.8439
Si  8.0951  2.6697  10.8048
Si  5.4147  5.4211  10.9208
Si  8.137  8.1496  10.9313
Si  1.3243  1.31  12.2171
Si  4.0556  4.0545  12.2903
Si  1.3426  6.7602  12.2092
Si  4.0571  9.4895  12.2073
Si  6.7566  1.2964  12.204
Si  9.4443  4.1112  12.033
Si  6.7547  6.7974  12.2973
Si  9.4896  9.4919  12.3236
Si  -1.6409  1.6968  14.7161
Si  2.6618  -0.0852  13.5743
Si  -0.0156  8.0797  13.6235
Si  2.6701  5.4036  13.6391
Si  5.3816  2.6152  13.5947
Si  8.0788  -0.0378  13.6635
Si  5.3784  8.1567  13.6674
Si  8.1179  5.347  13.5343
Si  1.0403  4.1584  14.8057
Si  4.2042  1.0378  14.9162
Si  1.5569  9.2345  14.942
Si  3.7711  7.0183  14.9676
Si  6.9629  3.7697  14.8586
Si  10.7768  2.7625  13.3476
Si  6.4718  9.7445  15.0399
Si  9.7603  6.3923  14.8188
Si  2.7307  2.7641  17.0343
Si  14.048  1.341  27.9157
Si  -6.7693  7.2583  29.9884
Si  9.0272  -4.2578  17.7747
Si  9.4181  3.3902  29.2404
Si  21.5316  10.9017  16.8689
Si  12.6913  -7.9886  23.5137
Si  6.8331  16.237  19.2882
Si  4.9689  -5.8787  17.0121
Si  6.176  3.3639  24.6404
Si  1.5262  -5.4365  21.6746
Si  -8.7049  -2.6996  22.3784
Si  3.1749  10.9125  23.0767
Si  -14.2304  -3.32  21.3094
Si  11.5678  12.8847  19.0324
Si  14.5346  8.6513  24.8535
Si  -10.7618  -3.2166  27.2895
Si  9.9304  1.2005  21.4273
Si  14.4032  3.7148  26.0545
Si  0.638  -9.6764  29.3588
Si  -2.8851  -1.4776  17.715
Si  -0.6969  6.3656  29.8817
Si  -11.3534  1.3254  24.4219
Si  18.5157  10.508  20.4626
Si  -4.5929  -1.3919  29.9676
Si  -2.6386  13.2623  26.4803
Si  6.1718  0.7953  22.78
Si  18.1296  5.6747  23.5223
Si  -4.471  -1.3743  24.9025
Si  0.8944  -0.1543  26.7592
Si  6.0796  -10.6136  27.4901
Si  13.8728  -4.2323  27.0931
Si  -2.4548  3.9737  21.2154
Si  -2.1041  -3.3767  25.1211
Si  10.7231  15.7155  19.3419
Si  10.3268  7.401  22.4336
O  -3.9701  7.0294  -9.2761
O  -12.2188  -6.0744  -11.5383
O  0.6552  -1.7319  -5.0246
O  -11.0288  -7.5321  -13.3259
O  4.5718  27.8024  -1.0296
O  -1.9452  2.4813  -10.5143
O  8.3538  13.6932  -1.6442
O  2.5812  3.4609  -7.1923
O  2.0742  3.9018  -0.4884
O  3.7682  -6.9198  -14.8341
O  -1.5777  -0.8391  -14.9282
O  12.1118  -5.7916  -11.8595
O  9.0425  3.0574  -4.2778
O  3.9357  12.5811  -0.3384
O  13.8579  -2.714  -1.305
O  -10.9167  -5.6022  15.3214
O  -1.3955  5.0087  29.3314
O  10.2804  1.217  15.8735
O  3.4659  1.5372  16.286
O  11.8132  20.8493  16.2685
O  4.4446  6.371  16.3123
O  0.4054  1.6465  20.6182
O  11.0803  16.8445  22.4774
O  13.558  -2.7488  15.4641
O  6.1989  4.4049  16.1518
O  6.8427  -4.1979  20.1706
O  28.6106  -11.2386  23.719
O  10.4476  6.0654  18.3266
O  16.3126  5.2638  18.5345
O  19.9839  6.9435  16.1989
O  -14.2999  -18.3029  25.5883
O  8.1305  2.7223  15.3721
O  9.7651  7.3023  26.3589
O  4.9436  13.9797  25.6305
O  12.872  -6.8393  22.3703
O  6.3796  -8.6564  23.4997
O  15.4972  0.5406  22.608
O  7.3574  -0.5197  18.8626
O  17.6172  10.1451  28.5634
O  9.1984  10.8812  20.6328
O  13.1601  12.2746  23.0707
O  -7.4085  8.01  26.3294
O  -0.7832  0.6822  22.96
O  18.0785  9.1137  21.1389
O  28.5635  0.7435  21.278
O  5.7804  -0.5429  26.1359
O  7.736  8.7166  25.3756
O  -7.3285  -15.0877  28.5974
O  -3.9243  -1.723  16.4954
O  24.302  28.5385  21.6232
O  0.1859  0.6746  18.2618
O  -1.7261  -3.4677  21.3188
O  0.0859  -10.26  27.9382
O  -6.1775  0.922  28.0782
O  3.0303  -8.042  27.3254
O  -4.9438  4.8018  23.9197
O  7.1104  14.957  20.2599
O  -10.1015  -4.946  30.3896
O  7.9918  -4.7571  24.8739
O  -16.3567  -2.7177  29.7093
O  0.272  2.7236  24.0316
O  1.5141  3.3075  16.115
O  -2.3882  8.0289  18.4153
O  -1.6141  7.0165  31.0535
O  0.2687  0.1726  30.547
O  12.2504  -4.2443  27.0856
O  5.2161  -2.3695  24.4396
O  -1.716  1.5942  25.4023
O  -1.1993  7.8396  23.834
O  11.4947  -2.4198  22.1206
O  -8.6916  -8.5994  18.5005
O  10.8329  2.6587  29.5784
O  -7.357  -5.594  26.4003
O  2.2634  1.3479  29.2797
O  2.8087  9.6688  22.0556
O  7.9625  5.4708  18.1319
O  -2.7014  4.7088  22.6287
O  27.1224  10.8706  15.4183
O  0.4493  0.2885  25.2705
O  10.4845  4.5724  32.2035
O  10.4296  7.5254  28.7881
O  -3.7155  -9.4946  27.1559
O  2.6342  7.8179  23.9001
O  -7.6472  -0.6712  24.5571
O  -3.2853  9.0861  30.8196
O  5.4341  10.6235  30.7288
O  6.5691  4.2637  31.48
O  2.4538  0.2375  26.9586

Results
free energy: -134624.621 eV
free energy less fixed offsets of O -570.45, Si -639.56 eV per atom: -3.101 eV

Forces (eV/angstrom), in the order of the atoms: element, x, y, z
Si  0.0002  0.0009  -0.0028
Si  -0.0004  0.0009  -0.002
Si  -0.0014  -0.0018  -0.0001
Si  0.0004  0.0003  -0.0016
Si  -0.0003  0.0008  -0.0006
Si  -0.0004  -0.0001  -0.0005
Si  -0.0017  -0.0003  -0.0022
Si  0  -0.0012  -0.001
Si  -0.0012  -0.0003  -0.0014
Si  -0.0004  0.0008  -0.0016
Si  -0.0003  -0.0003  -0.0008
Si  -0.0005  -0.0004  -0.0001
Si  -0.0008  -0.0003  0.0003
Si  0.0009  0.0002  -0.0018
Si  0.0006  -0.0002  -0.0005
Si  -0.0007  0.0002  0.0009
Si  -0.0001  -0.0001  -0.0007
Si  -0.0003  0.0002  0.0001
Si  0.0002  -0.0002  -0.0002
Si  -0.0013  -0.0001  -0.0003
Si  0.0002  -0.0013  0.0005
Si  0.0005  -0.0007  -0.0011
Si  -0.0007  -0.0003  0
Si  -0.0005  0.0006  0.0001
Si  -0.0004  -0.0007  -0.0003
Si  -0.0002  0  0.0007
Si  -0.0015  -0.0012  -0.0001
Si  -0.0008  -0.0001  -0.0003
Si  -0.0005  -0.0007  0
Si  -0.0007  0  0.0002
Si  -0.0007  0.0001  0.0009
Si  -0.0006  -0.0003  0.0002
Si  0  -0.0001  0.0003
Si  -0.0005  0.0003  0.0003
Si  -0.0012  -0.0002  0.0001
Si  -0.0006  -0.0004  0.0003
Si  0.0007  -0.0002  -0.0004
Si  -0.0007  -0.0004  0
Si  0.0002  -0.0008  -0.0001
Si  -0.0017  -0.0006  -0.0001
Si  -0.0011  -0.0001  -0.0003
Si  -0.001  0.0002  0
Si  -0.0009  0.0001  -0.0003
Si  -0.0004  -0.0003  -0.0001
Si  -0.0008  -0.0004  -0.0003
Si  -0.0008  0.0001  -0.0006
Si  -0.0003  -0.0002  0
Si  -0.0001  -0.0001  -0.0005
Si  -0.0012  -0.0007  -0.0004
Si  -0.0006  -0.0004  0.0005
Si  -0.0009  -0.0005  0.0003
Si  -0.0011  -0.0007  -0.0001
Si  0.0002  -0.0006  0.0002
Si  -0.0011  -0.0001  -0.0002
Si  -0.0012  -0.0002  0.0001
Si  -0.001  -0.0003  -0.0001
Si  -0.0015  -0.0002  -0.0001
Si  -0.0005  -0.0004  0
Si  -0.0007  -0.0001  -0.0001
Si  -0.0014  -0.0001  0.0003
Si  -0.0004  -0.0005  -0.0005
Si  -0.0011  -0.0001  -0.0004
Si  -0.0011  -0.0003  0.0005
Si  -0.0005  0.0004  -0.0004
Si  -0.0002  -0.0006  -0.0003
Si  -0.0008  0  -0.0003
Si  -0.0007  0.0001  -0.0001
Si  -0.001  0.0001  0
Si  0.0001  0.0001  -0.0008
Si  -0.0013  -0.0004  -0.0003
Si  -0.0003  -0.0001  -0.0007
Si  0  -0.0003  -0.0008
Si  0.0004  -0.0002  0.0005
Si  -0.0011  -0.0002  0.0011
Si  -0.0006  -0.0005  0.0011
Si  -0.0003  0.0005  0.0011
Si  0.0005  -0.0007  0.0012
Si  -0.0009  0.0005  0.0009
Si  0  -0.0004  0.0006
Si  -0.0006  0.0002  0
Si  -0.0011  0.0004  0.0009
Si  -0.0002  -0.0005  -0.001
Si  -0.0012  -0.0005  0.0007
Si  -0.0003  -0.0004  0.0004
Si  -0.0006  -0.0003  -0.0001
Si  -0.001  0.0003  -0.0006
Si  0  -0.0007  0
Si  0.0001  -0.0004  0.001
Si  -0.001  -0.001  0.0008
Si  -0.0002  0.0002  0.0011
Si  -0.001  -0.0003  0.0025
Si  0.0003  0.0005  0.0022
Si  -0.0007  0.0002  0.003
Si  -0.0004  0.0002  0.0007
Si  -0.0007  -0.001  0.003
Si  -0.0002  -0.0001  0.0007
Si  0.0004  0.0009  -0.0007
Si  -0.0007  0.0004  -0.0019
Si  -0.0001  -0.0016  -0.0011
Si  -0.0008  0  -0.0009
Si  0.0001  -0.0004  -0.0002
Si  -0.0001  -0.0001  0.0011
Si  0.0022  0.0021  0.0005
Si  -0.0008  0.0001  0
Si  -0.0009  0.0004  0.0012
Si  0.0022  -0.0001  -0.0009
Si  0.0003  0.0006  -0.0011
Si  0.0006  -0.0002  -0.001
Si  0.0012  -0.0001  -0.001
Si  -0.0007  0  -0.0004
Si  -0.0005  -0.0012  0.0007
Si  0  -0.0003  -0.0006
Si  -0.0001  -0.0002  0.0001
Si  -0.0009  0  0.0004
Si  -0.0023  -0.0019  -0.0019
Si  -0.0003  0.0006  -0.0005
Si  -0.0013  0.001  0.0021
Si  -0.0012  0.0005  -0.0006
Si  0.0022  -0.0008  0.0009
Si  0.0005  -0.0005  0.0004
Si  0.0004  0.0001  -0.0002
Si  0.0021  -0.0003  0.0008
Si  0.0015  0.0005  0
Si  -0.0005  -0.0002  -0.0007
Si  0.0001  0  -0.0005
Si  0.0011  -0.0005  -0.0002
Si  0.0018  0.0006  -0.0001
Si  0.0001  -0.0004  0
Si  -0.0003  -0.0002  -0.0006
Si  0.0006  -0.0001  0.0002
Si  -0.0007  0.0008  -0.0002
Si  -0.0001  -0.0006  -0.0003
O  0.0003  -0.001  0.0003
O  0  -0.0013  0.0001
O  -0.0003  0.0006  0.0007
O  0.0003  0  0
O  0.0006  0.0009  0.0007
O  0.0006  -0.0005  -0.0003
O  0.0002  0.0002  0.0004
O  0.0078  -0.0006  0.0003
O  -0.0003  -0.0012  0.001
O  -0.0004  -0.0014  -0.0002
O  -0.0006  0.0008  0.0006
O  -0.0003  0.0006  -0.0011
O  0.0015  0.0004  0.0025
O  -0.0002  -0.0013  0.0011
O  -0.0002  -0.0001  0.0009
O  -0.0004  -0.0002  -0.0011
O  0.0002  -0.0003  0.0009
O  -0.0009  0.0012  -0.0014
O  -0.0014  0.0006  -0.0001
O  -0.0003  -0.0004  -0.0005
O  0.0003  -0.0004  -0.0009
O  -0.0002  -0.0001  -0.0009
O  0.0001  0.0006  0.0001
O  -0.0014  -0.0003  -0.0011
O  0.0001  0  -0.001
O  0.0004  -0.0004  0.0002
O  -0.0004  -0.0007  0.0008
O  -0.0006  0.0001  -0.0021
O  -0.0004  -0.0003  -0.0017
O  -0.0006  -0.0008  -0.0012
O  0.0024  -0.0009  0.0001
O  -0.0009  0.0005  -0.0008
O  0.0008  0.0002  0.0002
O  0.0011  0.0015  0.0022
O  -0.0011  -0.0005  0.0002
O  -0.0002  -0.001  0.0004
O  0.0008  -0.0007  0.0005
O  0.0029  -0.0011  -0.0002
O  -0.0012  0.0012  0.0005
O  0.0002  0.0009  0.0019
O  -0.0008  0.0001  -0.0006
O  -0.0005  -0.0009  -0.0004
O  0.0012  0.0017  -0.0009
O  0.0007  0.0006  -0.0003
O  0.0005  -0.0005  0.0006
O  0.0004  -0.0009  0.0007
O  -0.0009  0  0.0011
O  0.0007  0.0011  0.0009
O  0.0003  0.0008  -0.0003
O  -0.0003  -0.0005  -0.0001
O  -0.0004  0.0008  -0.0013
O  -0.0013  0.0002  0.0003
O  0.0003  -0.0013  0.0003
O  -0.0001  -0.0007  -0.0011
O  -0.0002  -0.0018  -0.0034
O  0.0005  -0.0003  0.0011
O  0.0001  0.0004  -0.0002
O  -0.0009  -0.0006  0.001
O  0  0  -0.0008
O  -0.0009  0.0001  0.0015
O  0.0022  0.0001  0.0013
O  0.0004  0.001  -0.0002
O  -0.0001  0.0001  -0.0011
O  -0.0002  0.0003  0.0008
O  0.0004  -0.0013  0.0007
O  -0.0002  0.0002  -0.0002
O  0  0  0.0004
O  -0.0007  0.0008  0.0008
O  0.0004  0  -0.0007
O  0.0003  -0.0006  0.0004
O  -0.0015  -0.0003  -0.001
O  -0.0001  -0.0014  -0.0004
O  -0.0002  -0.0003  0.0004
O  0.0007  0.0001  -0.0011
O  0.0001  -0.0003  -0.0004
O  0.0008  0.0005  -0.0017
O  -0.0003  -0.0001  -0.001
O  -0.0003  -0.0002  -0.0008
O  0.0007  -0.0014  0.0018
O  0.0005  0.001  -0.0012
O  -0.0002  -0.0008  -0.0009
O  -0.0016  -0.0021  0.0008
O  -0.0006  0  -0.0002
O  0.0002  -0.0004  -0.0008
O  -0.0012  -0.0007  -0.0001
O  -0.0009  -0.0001  0
O  0.0004  0  0
O  -0.0003  0.0008  0.0043

The program warned: the cutoff lies below the one the program advises for these potential files; the forces do not sum to zero within the program's tolerance; empty levels may hold ghost states of the PAW files; the exchange-correlation potential is rough where the density is thin.
